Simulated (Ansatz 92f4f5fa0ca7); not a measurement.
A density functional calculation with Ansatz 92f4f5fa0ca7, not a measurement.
Periodic cell of 196 atoms, Si117O79, from a study of silicon, its oxide and their interface. The atomic structure is a simulated model.

Settings
functional: r2SCAN
potential files: Ansatz norm-conserving
basis: plane waves
wave-function cutoff: 1300 eV
density cutoff ratio: 4
exchange-correlation grid ratio: 1
k mesh: 2 x 2 x 1, shifted by 0.5 0.5 0.5 of a step
self-consistency stop: 5e-08 eV per atom in the density residual
occupations: Fermi-Dirac, 0.05 eV
spin: none
net charge: 0

Cell vectors (angstrom)
a  11.5403  0  0
b  0  11.5403  0
c  0.0786  -3.4233  26.0544

Atoms and the computed forces on them: element, x, y, z (angstrom), force x, y, z (eV/angstrom)
Si  -0.3974  4.0027  -5.202  -0.1236  -0.0773  -0.1011
Si  0.1145  1.3741  0.8145  -0.0352  -0.1707  0.3835
Si  -0.1096  5.0962  -2.2481  -0.0479  -0.0512  0.1013
Si  9.6144  4.8325  1.6358  0.088  0.478  0.1066
Si  4.0028  2.2141  0.5752  0.3179  -0.9217  0.0583
Si  3.7191  4.6354  0.4232  -0.3323  0.8625  -0.5712
Si  1.0832  10.6179  0.2207  -0.1119  -0.3374  -1.026
Si  3.3968  -2.018  -1.2465  -0.458  0.1715  -0.4103
Si  8.4254  5.5843  -2.2443  0.1082  0.1361  -0.2605
Si  7.5469  1.8415  0.876  0.0148  -0.409  -0.0449
Si  5.6481  1.6356  2.2246  -0.2121  0.3501  -0.0703
Si  5.6946  5.245  1.6376  0.0768  -0.1107  0.23
Si  4.7652  9.3784  2.045  -0.1  -0.0651  0.3226
Si  9.5963  1.1258  2.0077  -0.1084  0.5256  -0.327
Si  7.6567  4.2378  0.4971  -0.1093  0.1438  -0.7251
Si  2.2736  9.3359  2.0269  -0.0065  0.1478  0.2469
Si  13.6301  1.4813  2.0405  0.0806  0.1922  0.0417
Si  13.3749  5.0918  1.7995  -0.0422  -0.0735  -0.0592
Si  5.5235  -0.3775  3.4205  -0.0217  -0.0656  -0.1635
Si  5.6603  3.5863  3.4158  -0.0986  -0.0361  0.1795
Si  5.5547  7.2858  3.0301  -0.0187  -0.0237  -0.1282
Si  9.5266  -0.7925  3.3731  -0.0341  -0.807  -0.3111
Si  9.5949  3.1848  3.3546  -0.1336  -0.2228  0.2503
Si  9.5308  7.5743  3.2437  0.045  0.3735  -0.0099
Si  13.5104  -0.4021  3.4667  0.1252  0.0456  0.0173
Si  13.4862  3.3885  3.3945  0.26  -0.1075  0.2089
Si  13.3449  7.2123  3.0922  -0.0384  -0.0613  -0.1383
Si  3.7622  -0.358  4.9208  -0.1694  -0.115  0.2438
Si  3.7831  3.4527  4.8453  -0.0259  0.0836  -0.1123
Si  3.7152  7.187  4.5673  -0.0346  -0.0034  0.0152
Si  7.5534  -0.4773  4.6259  -0.2662  -0.1026  0.0746
Si  7.6192  3.3785  4.6763  0.0841  0.1255  -0.0864
Si  7.4894  7.2989  4.4728  0.0215  -0.0025  -0.1532
Si  11.4955  -0.4656  4.6736  0.2026  -0.0046  -0.0149
Si  11.5384  3.3342  4.7055  -0.0245  0.0328  -0.1247
Si  11.4901  7.2622  4.5709  0.0747  0.0402  -0.1437
Si  3.738  9.1157  6.05  0.078  0.1493  -0.0375
Si  3.7548  1.5417  6.2576  0.0636  0.0083  -0.0509
Si  3.7373  5.385  6.1288  -0.0523  0.0123  -0.0889
Si  7.5049  9.1507  5.9524  0.0443  0.1068  -0.0038
Si  7.5597  1.4461  6.0376  -0.0149  -0.0003  -0.0116
Si  7.5558  5.3691  5.8955  0.0842  -0.1011  -0.026
Si  11.5583  9.1422  6.0008  0.0022  -0.0219  -0.0048
Si  11.563  1.4322  6.0822  -0.1812  0.0165  -0.0035
Si  11.4899  5.3365  5.9548  -0.0086  0.0203  -0.0317
Si  5.6617  9.1661  7.4161  0.085  -0.1199  -0.0517
Si  5.6915  1.4757  7.5502  -0.04  -0.0109  -0.0039
Si  5.7131  5.2975  7.4069  0.0628  0.0266  0.0523
Si  9.5252  9.1986  7.1657  -0.0523  0.0174  0.0515
Si  9.5636  1.4604  7.2757  0.118  0.1042  0.0477
Si  9.5  5.3777  7.1833  -0.119  0.0377  0.1249
Si  13.3983  9.1282  7.4937  -0.0321  0.0651  -0.029
Si  13.3889  1.4486  7.6387  -0.0391  -0.0005  0.138
Si  13.3352  5.329  7.4611  0.0558  -0.0013  0.0575
Si  5.7107  -0.4867  8.8707  0.0154  -0.028  -0.0247
Si  5.655  3.4108  8.9048  0.0364  0.0445  0.2365
Si  5.7158  7.2316  8.7232  0.0895  0.0966  -0.025
Si  9.6414  -0.4682  8.5929  0.0831  -0.1008  -0.061
Si  9.5366  3.4445  8.5134  -0.1967  0.0166  0.2326
Si  9.4351  7.3105  8.4914  0.0693  0.1599  -0.129
Si  13.4387  -0.5578  8.9964  -0.035  -0.0401  0.0075
Si  13.3664  3.459  8.94  0.0979  -0.0339  0.246
Si  13.3509  7.2155  8.861  -0.1715  0.0643  0.1442
Si  3.7241  1.2813  11.6855  -0.1147  -0.116  0.2208
Si  3.7358  3.4437  10.4644  -0.0399  -0.1264  -0.1436
Si  3.8553  7.1314  10.0951  0.1351  0.063  -0.071
Si  7.7946  -0.3619  9.9815  -0.0603  0.0581  -0.0853
Si  7.7358  3.4417  10.0438  0.1168  -0.0414  -0.4614
Si  7.6486  7.4137  10.0208  -0.1016  -0.0119  0.0661
Si  11.3856  -0.5026  10.2411  -0.1063  0.0472  0.1005
Si  11.2927  3.4934  10.0868  -0.1405  0.1554  -0.0892
Si  11.218  7.3063  9.9389  -0.0224  0.2184  -0.3265
Si  3.9758  8.7768  11.7396  -0.1751  -0.0623  -0.0853
Si  3.8784  -0.6683  10.3818  0.0233  0.0284  0.2288
Si  3.9343  5.5139  11.7776  0.1797  -0.4115  -0.1331
Si  8.1556  9.3671  11.3427  -0.6202  0.1457  0.2542
Si  8.3863  1.5171  11.3044  0.0246  0.0872  0.5489
Si  8.0831  5.4517  11.1872  0.1412  0.2083  0.0308
Si  10.5272  9.0635  11.3973  0.7069  -0.2009  0.3026
Si  10.8688  1.5634  11.3657  -0.0451  -0.0328  -0.0978
Si  10.5032  5.4728  11.2109  0.0514  -0.2292  0.1976
Si  6.3893  8.9057  13.7534  0.0987  0.1564  0.3012
Si  6.1978  2.0855  13.2116  0.1765  -0.2465  -0.0427
Si  6.2682  5.0351  12.6681  0.0513  -0.263  0.2231
Si  13.7723  6.8198  12.9841  0.0223  0.5905  0.2971
Si  8.9232  -0.2295  16.5584  -0.0823  0.0199  -0.1158
Si  11.1554  1.4756  15.6448  -0.3342  -0.2402  0.1423
Si  1.7765  5.8204  15.8223  0.3021  0.2864  0.2133
Si  0.9763  1.7253  13.0801  -0.0499  -0.443  -0.0579
Si  1.2049  3.6594  15.2011  -0.0845  -0.293  0.0464
Si  6.5536  3.9195  15.4538  0.1129  -0.0216  0.3605
Si  10.5466  6.5302  15.8948  -0.3364  0.317  0.1514
Si  8.3664  8.5537  15.6612  0.074  0.0982  0.3333
Si  11.3789  6.7305  12.9411  -0.1621  -0.079  0.2186
Si  5.7455  8.5708  16.5832  0.1363  0.0081  0.3141
Si  -1.2072  6.1206  24.5146  -0.0208  -0.0443  -0.0509
Si  7.7458  5.0165  24.5041  0.1825  -0.0728  -0.2255
Si  7.5328  5.2292  20.1608  -0.0646  0.0266  0.0397
Si  3.0943  5.1595  22.1497  -0.053  -0.0406  -0.3306
Si  13.0851  2.0513  17.5651  -0.0839  -0.1939  0.2803
Si  5.4689  6.4634  25.9351  0.4418  -0.4654  -0.0161
Si  9.5432  7.537  20.7382  0.0949  0.1196  -0.0868
Si  5.1047  0.3945  20.4287  -0.0473  0.1529  0.0875
Si  7.4022  2.1874  21.0485  0.0377  0.0206  -0.0344
Si  4.4359  -2.1645  19.3913  0.0716  -0.0575  0.0444
Si  4.8125  6.3466  19.9782  0.0751  0.0008  0.1035
Si  8.7594  4.4297  17.513  -0.1702  -0.0254  0.1779
Si  11.0838  3.3504  19.404  -0.1623  -0.0112  0.1248
Si  11.6525  0.4495  26.6554  0.1094  0.2362  -0.763
Si  2.6986  3.2032  24.2055  -0.0024  0.0478  -0.1584
Si  11.5146  5.6429  21.6528  0.0862  0.2182  -0.1259
Si  6.2393  -2.8444  25.413  0.1418  0.6319  -0.4797
Si  7.213  0.4857  18.7244  -0.0549  0.1315  -0.2376
Si  4.5654  5.7547  16.9481  0.3335  0.0443  0.2555
Si  8.2327  -3.8563  23.3853  0.0227  0.242  -0.2069
Si  9.3265  -1.3301  19.319  0.0479  -0.2282  0.0684
Si  2.5101  0.0837  19.5619  0.0622  0.0424  0.0554
O  0.1234  4.0537  -1.04  0.02  0.1009  0.23
O  9.5527  -2.378  2.6836  0.0044  0.5109  0.6461
O  0.0357  6.2617  25.5157  0.0078  0.1827  0.2088
O  7.5612  6.9488  -2.1314  0.0746  -0.005  0.1288
O  2.309  -0.8295  -0.8879  0.2059  -0.2134  0.2774
O  2.6798  8.0299  -0.9734  0.3185  0.057  -0.1845
O  4.7913  -1.9844  25.2846  0.1445  0.0317  0.3563
O  7.8441  4.5365  -1.1546  -0.1106  -0.0421  0.4742
O  -1.5286  5.8534  -2.025  -0.037  -0.143  0.086
O  6.5398  5.2421  25.5398  -0.0648  0.3274  0.0014
O  9.6484  6.5001  1.9918  0.0281  -0.8658  -0.0313
O  2.5923  8.4228  12.5858  0.0772  -0.6016  -0.0483
O  4.9237  1.159  12.8245  0.1688  0.2526  -0.1648
O  2.3222  0.9985  12.5207  -0.0994  0.446  -0.2179
O  10.9928  8.3723  12.8743  -0.2064  -0.4913  -0.3053
O  7.6345  1.4247  12.8016  -0.2592  0.2106  -0.3354
O  14.005  6.672  14.6118  -0.2118  -0.0984  0.1182
O  7.2414  9.8184  12.6982  0.132  -0.2576  -0.1504
O  11.9634  0.8652  14.3648  0.0544  0.3714  0.1834
O  11.1925  3.1168  15.5054  0.4897  -0.0809  -0.0442
O  9.867  3.5831  18.3493  0.0374  0.0817  -0.0629
O  7.0835  -2.8744  23.9758  -0.1331  -0.3749  0.237
O  7.9159  1.6897  19.5814  -0.2628  -0.1797  0.0883
O  3.5161  2.0204  24.9855  0.037  -0.1936  0.4873
O  6.3018  6.1906  20.5978  -0.0543  -0.0643  -0.206
O  3.2857  3.6345  22.7267  -0.1085  0.2231  0.3248
O  10.7695  1.9778  20.1902  0.1486  -0.0712  0.0076
O  0.9679  3.4574  -5.8648  -0.0268  0.1529  -0.0361
O  7.383  3.8174  20.9745  0.0408  -0.0757  -0.0899
O  9.8437  7.9872  15.9161  -0.0046  -0.3018  -0.1246
O  5.6961  9.4471  15.1759  0.2357  -0.271  -0.3671
O  2.9888  -1.4298  19.1835  0.1866  0.2399  0.1398
O  6.7526  5.0296  14.2615  -0.2836  -0.1897  -0.3926
O  6.1882  2.4851  14.7822  0.0074  0.0925  -0.334
O  10.7559  6.0717  14.3397  0.2044  0.3841  0.1916
O  5.2956  4.4549  16.3222  -0.0062  0.1586  -0.1413
O  0.5025  6.578  16.5356  0.2618  -0.2359  -0.2712
O  5.1713  8.3306  12.8358  0.0616  0.3455  -0.2506
O  11.0881  7.1314  21.099  -0.2875  -0.2505  0.0909
O  9.6695  0.8979  15.6848  0.1851  -0.0278  0.1891
O  7.7466  -0.9189  19.3833  0.18  0.2567  -0.1475
O  9.5315  8.6066  19.5151  -0.0626  0.1021  0.1185
O  11.8521  1.094  17.0642  0.2101  0.3589  -0.254
O  6.0254  3.4292  12.298  0.045  -0.0059  0.6179
O  2.9613  5.6216  16.9115  -0.3524  0.0861  -0.3009
O  13.7  2.759  16.2336  -0.3195  0.1888  -0.1207
O  7.3399  8.3106  16.9201  -0.1285  0.0782  -0.4466
O  8.8701  6.0898  20.4529  -0.0426  0.0601  0.0589
O  5.2356  10.2899  20.5095  -0.2545  0.2023  -0.2543
O  9.7898  -0.8703  17.8081  -0.3128  0.1258  -0.0292
O  9.5603  5.6103  16.7638  0.1676  -0.0055  -0.1429
O  11.1945  4.5233  20.5171  0.0175  -0.0518  0.0446
O  1.1587  2.7717  23.8845  0.1114  -0.1052  0.1576
O  7.8931  3.6843  16.353  -0.1592  0.1661  -0.0945
O  8.2741  5.1083  -3.793  -0.0582  0.112  0.1406
O  12.4909  3.1847  18.5952  -0.0051  -0.2069  -0.2044
O  -2.3329  5.1732  25.2154  -0.1704  0.1196  -0.2386
O  1.451  3.2203  13.6301  -0.0494  -0.1048  0.1447
O  13.0845  5.5744  21.9754  0.078  -0.1122  0.0821
O  8.5452  -1.3812  15.4927  -0.0389  -0.1652  0.1164
O  4.2943  7.8847  20.0146  0.1022  -0.0615  -0.1466
O  3.7829  6.1938  23.2012  -0.2174  -0.2748  0.1809
O  7.6048  7.9344  14.3399  -0.2263  0.1915  -0.0489
O  7.599  0.5095  17.1603  0.293  -0.2597  0.2199
O  8.6841  8.238  21.9335  0.1297  -0.3295  0.0937
O  7.6527  -5.3934  23.3152  0.0823  0.0437  0.3402
O  10.7274  5.4542  23.0699  -0.0058  0.0795  0.1953
O  9.6051  -3.9573  24.2942  -0.2156  -0.2174  -0.1366
O  4.9612  5.8018  18.4907  -0.1258  0.1134  -0.1755
O  -0.1546  4.2305  -3.6185  0.0042  0.1426  -0.0171
O  -1.4227  -0.5598  20.5125  0.0407  0.0956  -0.1421
O  5.0357  7.1491  16.2561  -0.0568  -0.0881  0.0426
O  3.8029  5.3356  20.7228  0.066  0.1343  0.1309
O  3.5417  0.7382  20.6529  0.1054  -0.2947  -0.328
O  5.6082  0.6761  18.8797  0.2154  -0.1633  0.4662
O  5.1026  -2.2581  17.8933  0.0421  -0.1341  -0.0023
O  7.6262  4.9333  18.5657  0.202  -0.0187  0.0129
O  2.6044  1.0776  18.279  -0.252  0.0035  0.0473
O  5.9863  1.3945  21.3622  0.0788  -0.0661  -0.3061

Results
free energy: -50447.147 eV
free energy less fixed offsets of O -463.61, Si -117.95 eV per atom: -21.807 eV
pressure: -1.99 GPa
stress xx, yy, zz, yz, xz, xy (GPa, positive in tension): 1.7, 2.91, 1.34, -0.05, 0, -0.65
